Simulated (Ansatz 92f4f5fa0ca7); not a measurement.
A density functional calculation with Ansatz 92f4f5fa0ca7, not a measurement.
Periodic cell of 211 atoms, Si128O83, from a study of silicon, its oxide and their interface. The atomic structure is a simulated model.
Doubt: the cutoff is far below the 930 eV that the study's wrapper takes by default for these files, so forces and energies are approximate.
This geometry differs little from another in the collection (a relaxation step or a small displacement).

Settings
functional: PBE
potential files: Ansatz PAW
basis: plane waves
wave-function cutoff: 580 eV
density cutoff ratio: 5
exchange-correlation grid ratio: 1
k mesh: 1 x 1 x 1, Gamma-centred
self-consistency stop: 5e-08 eV per atom in the density residual
occupations: fixed
spin: none
net charge: 0

Cell vectors (angstrom)
a	10.938	0	0
b	0	10.938	0
c	-3.7813	3.5323	30.8484

Atoms and the computed forces on them: element, x, y, z (angstrom), force x, y, z (eV/angstrom)
Si	6.5614	12.2763	23.4291	0.0033	-0.0027	0.0012
Si	4.7527	13.8593	23.3638	-0.0058	-0.0037	-0.0047
Si	7.5516	6.5508	22.9445	0.006	-0.0049	-0.0004
Si	-0.3299	8.5349	23.528	0.0096	0.0078	-0.0061
Si	2.3631	11.05	23.4231	-0.0011	0.0003	-0.0026
Si	9.8791	15.3632	22.9667	0.002	0.0037	0.0018
Si	1.3047	6.7486	23.5127	-0.0013	-0.0003	-0.002
Si	5.7674	10.4213	24.6777	0.0026	0.0004	0.0007
Si	8.4566	13.0955	24.5601	-0.0025	-0.0089	0.0021
Si	5.6164	4.7363	24.6453	-0.004	0.0084	0.006
Si	8.6559	7.7507	24.6319	-0.0084	-0.0009	0.01
Si	0.5427	10.3065	24.756	-0.0016	-0.0029	-0.0003
Si	3.0593	12.9498	24.6697	-0.0042	0.0054	0.0061
Si	11.1986	16.0195	24.7918	0.0012	-0.0006	0.0062
Si	3.0398	7.6474	24.8038	-0.0032	0.0005	0.0054
Si	4.4387	11.7313	26.1455	0.0025	0.0011	-0.002
Si	7.1909	14.499	26.0283	0.0031	-0.0016	-0.002
Si	4.3887	6.1859	26.055	0.0003	-0.0025	0.0014
Si	7.1913	9.0434	25.9751	0.0011	-0.0023	-0.004
Si	9.915	11.7234	25.9127	-0.0011	0.0004	0.0015
Si	12.5808	14.4367	25.9479	0.0022	-0.0024	-0.0051
Si	9.8022	17.262	26.1576	-0.0014	-0.0003	-0.0046
Si	1.7385	8.9838	26.2418	0.0004	-0.0046	-0.0033
Si	3.0886	10.3835	27.5109	0	0.0015	0.0014
Si	5.8237	13.1268	27.4335	0.0003	-0.0031	0.0008
Si	3.0052	4.847	27.4075	0.0008	0.0021	-0.0007
Si	5.803	7.6254	27.3656	-0.0005	-0.0022	-0.0013
Si	8.5456	10.3881	27.3793	0.0019	0.0008	0.0005
Si	11.2334	13.0883	27.367	-0.0004	-0.002	-0.0003
Si	8.4961	15.8362	27.4658	-0.0008	0.0021	0.002
Si	11.2373	7.6304	27.4901	0.0025	0.0042	0.0009
Si	4.4222	9.0013	28.7974	0.4465	-0.243	0.086
Si	7.1567	11.7358	28.7974	0.2496	0.0013	-0.1236
Si	4.4222	3.5323	28.7974	-0.0377	0.0145	-0.0665
Si	7.1567	6.2668	28.7974	-0.2252	0.1711	0.0505
Si	9.8912	9.0013	28.7974	-0.1816	0.2811	0.1421
Si	12.6257	11.7358	28.7974	-0.2214	0.2406	-0.0134
Si	9.8912	14.4703	28.7974	0.0645	-0.1222	-0.1605
Si	12.6257	17.2048	28.7974	-0.104	-0.3121	0.0932
Si	5.7894	10.3685	30.1647	0.0345	-0.2141	-0.0116
Si	8.5239	13.103	30.1647	0.0595	0.0241	0.0103
Si	5.7894	4.8995	30.1647	-0.0323	0.1606	-0.0037
Si	8.5239	7.634	30.1647	-0.1164	0.0452	-0.0025
Si	11.2584	10.3685	30.1647	-0.0219	0.0897	0.009
Si	3.0549	13.103	30.1647	-0.0838	-0.0234	0.0042
Si	11.2584	15.8375	30.1647	0.0255	-0.0725	0.0114
Si	3.0549	7.634	30.1647	0.1332	-0.0182	-0.0252
Si	8.2035	8.2035	0.6835	0.0178	0.0258	-0.0332
Si	10.938	10.938	0.6835	-0.001	-0.0768	-0.0241
Si	8.2035	2.7345	0.6835	-0.0279	-0.1014	0.0482
Si	10.938	5.469	0.6835	0.0162	0.1439	-0.0359
Si	13.6725	8.2035	0.6835	0.0124	-0.0851	0.0548
Si	5.469	10.938	0.6835	-0.0019	0.094	-0.0237
Si	13.6725	2.7345	0.6835	0.0558	0.0381	-0.0423
Si	16.407	5.469	0.6835	-0.075	-0.0445	-0.0296
Si	6.8362	6.8362	2.0507	0.1245	-0.0203	0.4804
Si	9.5708	9.5708	2.0507	0.1458	0.0116	-0.3183
Si	6.8362	1.3673	2.0507	-0.0503	-0.1532	-0.4859
Si	9.5708	4.1018	2.0507	0.0889	0.1462	0.6162
Si	12.3052	6.8362	2.0507	-0.376	-0.0195	-0.6178
Si	15.0397	9.5708	2.0507	0.1229	0.1588	0.5359
Si	12.3052	12.3052	2.0507	-0.0995	-0.0823	0.5392
Si	15.0397	4.1018	2.0507	0.0381	-0.0411	-0.6861
Si	8.223	5.4943	3.5023	-0.0016	-0.002	0.0034
Si	10.9454	8.2038	3.3876	0.0024	-0.0014	0.0013
Si	8.2054	10.9349	3.3705	0.0027	0.0017	0.0024
Si	10.929	2.7202	3.4972	0.0003	0.0014	-0.0021
Si	13.6242	5.4348	3.3076	-0.0003	0.0031	-0.003
Si	5.5087	8.2322	3.472	0.0011	0.001	-0.0017
Si	13.6639	10.9347	3.4947	-0.0006	-0.0009	0.0019
Si	5.4732	2.7365	3.3394	0.0021	0.0012	0.0006
Si	9.6436	6.9023	4.8779	0.0002	-0.0004	-0.0008
Si	12.2356	9.5422	4.8459	0.0013	-0.0002	-0.0002
Si	9.4508	12.3026	4.8217	-0.0035	-0.003	-0.001
Si	12.4019	4.0776	4.8048	-0.0009	-0.0009	0.001
Si	3.9884	6.8355	4.6318	-0.003	-0.0021	-0.0016
Si	6.9808	9.578	4.8657	0.0022	0.0001	-0.0013
Si	15.1034	12.3575	4.7774	-0.0013	0.0018	0.001
Si	6.7927	4.0562	4.7673	0.0007	0.0014	-0.0033
Si	8.7814	8.688	6.2762	0.0006	0.0015	-0.0005
Si	10.4135	10.5349	6.0403	0.0009	-0.0001	-0.0038
Si	7.6539	2.293	6.1121	-0.0019	0.0016	0
Si	11.5154	5.9177	5.9614	-0.0021	-0.0025	0.0019
Si	2.2396	7.6655	6.0137	0.0023	0.0037	0.0029
Si	5.986	11.4181	5.9588	0.0014	-0.0034	0.0035
Si	14.2471	3.2126	6.0841	0.0002	-0.0016	-0.0027
Si	4.8887	5.012	5.7699	-0.005	-0.0153	-0.0276
Si	11.4456	11.2947	7.9961	-0.0072	0.0052	0.0022
Si	4.0632	9.2924	23.5194	0.0011	-0.0045	0.0005
Si	4.0857	14.003	18.4043	0.0003	-0.0002	0
Si	10.905	12.0157	16.9708	-0.009	0.0006	0.0042
Si	5.9399	8.3673	18.216	-0.0005	-0.0012	-0.0057
Si	5.9665	5.6952	8.5266	0.0071	-0.0095	0.0285
Si	1.8519	9.9892	18.4687	0.0017	0.0009	0.003
Si	10.055	6.9034	12.9632	0.0019	0	0.0024
Si	5.7559	8.3676	21.0622	-0.0037	-0.0027	-0.0015
Si	7.5099	10.9279	20.942	0.0022	-0.0001	-0.0012
Si	11.1129	7.7108	19.356	-0.0011	0.0155	-0.0169
Si	12.314	3.7002	10.6542	0.0022	-0.0039	-0.0008
Si	12.3721	5.0228	13.5297	0.0016	0.0011	-0.0041
Si	1.6759	11.4723	21.2035	0.0011	-0.0039	0.0028
Si	7.7633	5.0654	12.3788	-0.0016	-0.0022	-0.0001
Si	13.7695	2.4329	8.3209	-0.0021	-0.0008	-0.0006
Si	5.3448	6.6646	11.1873	-0.0005	-0.0016	-0.0023
Si	3.1621	14.191	20.6153	0.0029	-0.0109	-0.007
Si	8.2592	2.3096	11.1233	-0.0007	0.0001	0.0007
Si	6.9532	15.0985	18.0289	0.0035	-0.0016	-0.002
Si	10.1902	9.7392	21.5752	0.0016	0.0005	0.0145
Si	6.8186	11.4344	12.947	0.002	-0.0009	-0.0016
Si	4.8098	10.8718	8.8739	0.0023	0.0084	0.0045
Si	5.471	7.181	15.2973	-0.0015	0.0008	0.0019
Si	2.3113	13.8078	15.73	0.0118	-0.0044	-0.0045
Si	8.4483	11.0723	15.6682	0.0006	-0.0009	-0.0022
Si	10.8915	11.7878	10.9045	-0.0002	0.0028	-0.0001
Si	10.3425	5.3413	8.7771	0.0058	-0.0009	-0.0019
Si	7.9218	3.2815	8.2812	-0.001	-0.0041	-0.001
Si	4.743	1.4916	14.698	0.0008	-0.0008	-0.002
Si	14.173	7.5193	13.306	0	0.0003	0.0002
Si	12.1154	8.9315	11.6479	-0.0013	0.0019	0.0039
Si	8.4236	7.8082	8.5563	0.0011	0.005	-0.0014
Si	4.5871	11.0333	17.4903	-0.0003	-0.0019	-0.0016
Si	6.4091	15.1971	15.0175	0.0004	-0.0004	-0.0008
Si	8.4471	6.8483	17.9799	-0.0016	-0.0001	-0.0036
Si	13.4009	8.924	8.7966	-0.0044	-0.0106	-0.0049
Si	8.323	7.9776	15.2276	0.0021	-0.0027	0.0001
Si	6.85	9.4618	10.6706	0.0007	-0.0001	-0.0035
Si	8.3581	12.456	18.3247	0.0022	0.0018	-0.0038
Si	1.2105	5.5403	21.4634	-0.0057	-0.0125	0.0342
O	6.2446	5.7713	23.5196	0.0006	-0.0033	-0.0014
O	9.2678	13.8774	23.312	0.0006	0.0042	-0.0022
O	14.9392	6.8467	12.0473	0.0017	0.0004	-0.0012
O	10.542	11.368	9.359	-0.0017	-0.0014	-0.0017
O	8.0967	8.9851	9.6869	0.0006	0.0001	0.0024
O	4.5573	12.4077	18.3926	0.0001	-0.0007	0.0005
O	6.9579	7.4264	21.6771	0.0013	-0.001	-0.0005
O	4.9957	11.4677	15.9838	0.0006	0.0014	-0.0007
O	9.9313	12.7876	18.0346	-0.0034	-0.0009	0.0013
O	6.0118	8.1257	11.0158	0.0007	0.0008	0.0008
O	1.9979	13.0274	20.7857	0.0021	0.0066	0.0008
O	4.3577	14.0009	21.74	0.0056	-0.0003	0.0072
O	5.2438	11.5226	13.4237	-0.0012	0.0002	0.0022
O	1.6643	14.9728	14.8006	-0.0034	0.0088	-0.006
O	5.3565	15.053	18.3789	0.0004	0	0.0005
O	10.0351	11.4707	15.6958	-0.006	-0.0039	-0.0043
O	10.3361	8.8536	20.2124	-0.0052	0.0072	-0.0022
O	7.629	13.8267	18.7705	-0.0021	-0.0002	-0.0009
O	12.7922	4.3428	12.0887	0.0002	-0.0017	-0.0004
O	8.0684	2.1896	9.501	-0.0003	0.0015	-0.0017
O	11.5606	10.4803	11.6383	0.0008	-0.0013	0.0016
O	13.2998	8.807	12.7836	0.0029	0.0001	0.0019
O	10.94	15.3625	21.6996	0.0014	-0.0019	-0.0065
O	2.5198	15.6598	20.9418	0.0089	-0.0036	-0.0094
O	6.3123	9.8615	20.7499	0.0014	0.0051	0.0006
O	14.8341	12.2424	8.9428	0.0016	-0.002	0.001
O	4.2447	7.9309	14.5191	-0.0022	0.0007	-0.0007
O	8.6719	5.4426	22.4612	-0.002	0.0014	0.0041
O	6.5963	4.1916	8.645	0.0007	-0.0083	0.002
O	7.1874	14.9779	16.424	-0.0012	-0.0002	0.0016
O	5.3924	5.5507	15.1082	-0.0011	-0.0042	0.0011
O	4.4943	8.5345	22.0866	-0.001	0.0022	0.0001
O	7.6962	5.5136	18.5509	0.0002	-0.0005	0.0002
O	5.4181	7.5389	16.8973	-0.0002	-0.0003	0.0026
O	11.4128	5.5201	7.5731	0.0023	-0.0006	-0.0027
O	10.9996	11.1649	21.3327	-0.0022	-0.0016	-0.0004
O	6.8428	7.724	14.5731	0.0009	-0.0005	-0.0034
O	6.9126	12.1681	21.8024	-0.0016	0.0006	0.0015
O	10.8231	5.5453	13.4628	-0.0031	0.0004	-0.0003
O	13.5073	3.5464	9.5226	-0.0015	0.0012	0.0025
O	5.5437	10.8218	7.4345	-0.0006	-0.0001	-0.0124
O	7.7407	11.8287	16.9387	-0.0017	-0.0013	0.003
O	8.5102	6.8152	16.3531	0.0009	-0.0007	0.0024
O	3.2326	14.316	17.006	0.0072	0.0024	0.0064
O	5.687	9.9613	18.0102	0.0025	0.002	0.001
O	5.2273	7.8183	19.5995	-0.0011	-0.0012	0.0051
O	14.0986	1.8969	14.7126	0.0007	-0.0011	0.0009
O	9.2119	4.2872	8.2457	-0.0012	-0.0003	0.0016
O	5.5706	2.9039	14.6955	-0.0004	0.0007	0.0015
O	2.2279	10.495	19.9891	0.0016	0.0001	0.0038
O	9.4972	1.3426	11.5919	0.0013	-0.0004	0.0011
O	13.5106	7.769	7.6577	-0.0014	-0.0026	-0.0031
O	8.1541	11.3984	19.5366	-0.0005	-0.0016	0.0019
O	0.8514	6.578	20.2758	0.004	0.0073	0.0002
O	14.872	9.5225	9.1134	0.0089	-0.0039	0.009
O	1.0911	13.006	16.4083	-0.0038	0.0041	-0.0023
O	11.8688	2.1523	10.969	0.0009	0.0027	0.0017
O	8.6467	10.1861	21.8403	-0.0024	0.001	-0.0006
O	5.0499	5.776	7.2192	-0.0113	0.0234	-0.0047
O	12.6961	8.4602	10.1877	-0.0049	-0.0055	0.0025
O	3.1511	10.247	17.5217	0.0047	0.0012	-0.0022
O	1.3811	8.4193	18.4974	-0.0019	-0.0049	-0.0002
O	7.2787	10.091	12.1251	-0.0007	0.0003	0.0013
O	7.553	8.1425	18.4271	0.0018	-0.0002	0.002
O	13.2183	6.355	13.8844	0.0013	0.0014	0.0017
O	9.6637	6.8236	9.0708	0.0021	0.0008	0.0025
O	7.1255	6.8289	8.4141	0.0108	0.0099	0.0004
O	8.7221	6.3683	12.2027	0.0006	0.0013	0
O	8.3249	9.4652	15.8709	0	0.0029	0.0037
O	4.9518	6.0433	9.7417	-0.0046	-0.0007	0.0082
O	6.3025	5.5437	11.8696	0.0002	0.0004	-0.0008
O	9.5563	7.8541	14.1878	0.0026	-0.0011	-0.0012
O	11.1275	4.6829	10.0598	-0.002	0.0015	-0.0005
O	6.9819	1.7978	11.9778	-0.0002	0.0001	0.0007
O	5.9861	10.6875	9.9943	0.0039	-0.0002	0.002
O	12.5531	10.1219	8.1376	0.0028	0.0039	-0.0059
O	7.7725	11.5398	14.2696	0	-0.0007	-0.0008
O	9.9864	6.9651	18.4608	-0.0096	-0.0092	-0.0077
O	8.4474	3.8925	11.4723	0.001	0.0019	0.0004
O	12.3067	1.7596	7.9144	0.0003	0.0011	-0.0011
O	7.575	4.5201	13.9037	0.001	-0.0002	0.0014
O	10.9418	7.853	11.9896	-0.0008	-0.0013	0.0006
O	0.6114	10.7902	17.8056	-0.0023	-0.0066	0.0041

Results
free energy: -128576.967 eV
free energy less fixed offsets of O -568.88, Si -635.61 eV per atom: -1.847 eV

The program warned: the cutoff lies below the one the program advises for these potential files; the forces do not sum to zero within the program's tolerance; the exchange-correlation potential is rough where the density is thin.
